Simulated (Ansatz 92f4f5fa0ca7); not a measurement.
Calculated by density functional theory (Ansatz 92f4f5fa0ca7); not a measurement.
Periodic cell of 224 atoms, Si133O89H1N1, from a study of silicon, its oxide and their interface. The atomic structure is a simulated model.
This geometry differs little from another in the collection (a relaxation step or a small displacement).

Settings
functional: PBE
potential files: Ansatz PAW
basis: plane waves
wave-function cutoff: 700 eV
density cutoff ratio: 5
exchange-correlation grid ratio: 1
k mesh: 2 x 2 x 1, shifted by 0.5 0.5 0.5 of a step
self-consistency stop: 5e-08 eV per atom in the density residual
occupations: fixed
spin: none
net charge: 0

Cell vectors (angstrom)
a	10.938	0	0
b	0	10.938	0
c	0	0	32.3239

Atoms and the computed forces on them: element, x, y, z (angstrom), force x, y, z (eV/angstrom)
Si	0.4628	-0.5581	24.763	0.0095	-0.0365	-0.0125
Si	5.5583	-0.2838	24.9138	-0.0034	-0.0369	-0.0373
Si	2.5735	2.9439	24.9325	0.0088	0.0229	-0.0026
Si	8.0567	2.9537	24.6712	-0.0061	0.0181	-0.0508
Si	0.3449	5.2243	24.829	0.0353	-0.0216	-0.0295
Si	4.8446	6.0184	24.8199	-0.0425	0.0154	-0.0282
Si	2.7105	8.2295	25.3071	0.0199	0.0059	-0.0086
Si	7.9441	8.5526	24.7076	-0.0099	0.0213	-0.0263
Si	1.3721	1.2706	26.0849	0.0054	-0.0022	0.0075
Si	6.7819	1.4421	26.0296	0.0021	-0.0063	0.0142
Si	4.0656	4.2187	26.2012	0.0054	-0.0182	-0.017
Si	9.5603	4.1251	26.0788	0.0004	0.0175	0.0065
Si	1.2753	6.7746	26.3461	-0.0052	-0.0089	0.0052
Si	6.7715	6.889	25.9979	0.006	0.0197	0.016
Si	4.1677	9.5925	26.4548	-0.021	0.0016	-0.0128
Si	9.5812	9.5738	26.088	0.0107	-0.0142	-0.0007
Si	2.7162	0.0524	27.5996	-0.0232	0.0106	-0.0073
Si	8.1992	0.0615	27.4571	0.0014	-0.0008	-0.002
Si	-0.0168	2.6991	27.4699	-0.0039	0.0005	-0.0012
Si	5.4566	2.7755	27.4991	0.0195	0.0018	-0.0049
Si	2.7111	5.4683	27.6335	-0.0001	-0.0134	-0.009
Si	8.1705	5.5047	27.4476	-0.0083	0.0026	0.0051
Si	-0.0846	8.222	27.5705	-0.0044	0.0096	-0.011
Si	5.5431	8.1464	27.6068	0.0295	-0.0101	-0.0074
Si	4.1018	1.3673	28.9056	0.0865	0.5248	0.1366
Si	9.5708	1.3673	28.9056	-0.0877	0.0744	-0.243
Si	1.3673	4.1018	28.9056	-0.3222	-0.5499	0.1172
Si	6.8362	4.1018	28.9056	0.1138	0.1607	-0.3956
Si	4.1018	6.8362	28.9056	0.159	-0.0797	0.4737
Si	9.5708	6.8362	28.9056	-0.6025	-0.1035	0.0417
Si	1.3673	9.5708	28.9056	-0.1974	0.0078	0.0319
Si	6.8362	9.5708	28.9056	0.5007	0.2243	-0.0742
Si	0	0	30.2729	-0.0161	-0.0761	0.0016
Si	5.469	0	30.2729	0.0586	0.038	-0.0713
Si	2.7345	2.7345	30.2729	0.0103	0.0064	0.0451
Si	8.2035	2.7345	30.2729	0.0704	0.0213	-0.0556
Si	0	5.469	30.2729	-0.0905	-0.1556	-0.0607
Si	5.469	5.469	30.2729	-0.0909	0.0053	0.035
Si	2.7345	8.2035	30.2729	0.0604	0.0014	-0.0234
Si	8.2035	8.2035	30.2729	0.0689	0.0539	0.0464
Si	1.3673	1.3673	31.6401	0.0612	0.0227	-0.0017
Si	6.8362	1.3673	31.6401	-0.0464	-0.0124	-0.0099
Si	4.1018	4.1018	31.6401	-0.0059	-0.0118	0.0212
Si	9.5708	4.1018	31.6401	-0.0228	0.0618	0.0068
Si	1.3673	6.8362	31.6401	0.0344	0.0251	-0.0175
Si	6.8362	6.8362	31.6401	-0.0231	0.0134	-0.0013
Si	4.1018	9.5708	31.6401	-0.0693	0.0304	-0.0048
Si	9.5708	9.5708	31.6401	-0.0035	-0.0354	0.0155
Si	2.7345	0	0.6835	0.0323	-0.0455	-0.0054
Si	8.2035	0	0.6835	0.0031	0.003	-0.0218
Si	0	2.7345	0.6835	-0.0078	-0.0253	0.0111
Si	5.469	2.7345	0.6835	0.0102	0.0013	0.0093
Si	2.7345	5.469	0.6835	-0.017	0.0145	-0.0165
Si	8.2035	5.469	0.6835	0.0449	-0.0298	-0.0094
Si	0	8.2035	0.6835	0.0214	0.0361	0.0103
Si	5.469	8.2035	0.6835	-0.011	-0.0481	0.0121
Si	4.1018	1.3673	2.0507	-0.0956	-0.019	-0.0142
Si	9.5708	1.3673	2.0507	-0.0107	-0.0525	0.0327
Si	1.3673	4.1018	2.0507	0.1504	0.0939	0.02
Si	6.8362	4.1018	2.0507	-0.0821	0.0378	-0.03
Si	4.1018	6.8362	2.0507	-0.0244	-0.0052	0.0426
Si	9.5708	6.8362	2.0507	-0.1035	-0.0697	-0.0105
Si	1.3673	9.5708	2.0507	0.0348	-0.0269	-0.0093
Si	6.8362	9.5708	2.0507	0.0925	0.1576	0.0339
Si	0	0	3.418	-0.2389	-0.1665	-0.146
Si	5.469	0	3.418	0.4117	0.2	0.159
Si	2.7345	2.7345	3.418	0.106	-0.0358	-0.4275
Si	8.2035	2.7345	3.418	-0.0176	-0.021	0.4018
Si	0	5.469	3.418	-0.2356	-0.0174	0.338
Si	5.469	5.469	3.418	0.2266	-0.1813	-0.5221
Si	2.7345	8.2035	3.418	-0.2261	0.0522	-0.051
Si	8.2035	8.2035	3.418	0.3261	-0.0418	0.1674
Si	1.3066	1.4221	4.722	-0.0164	0.0051	0.0131
Si	6.897	1.3428	4.8711	0.0083	0.0075	-0.004
Si	4.1923	4.0286	4.7217	0.0083	-0.0034	0.0148
Si	9.5513	4.0963	4.8538	-0.0046	-0.0044	0.003
Si	1.3381	6.8607	4.7945	-0.0293	0.0221	0.0033
Si	6.8451	6.8013	4.7524	0.0181	-0.0033	0.0073
Si	4.1139	9.575	4.7379	0.013	-0.0049	0.0174
Si	9.6408	9.525	4.8395	0.0025	0.0011	0.0017
Si	2.8244	0.1725	5.9536	-0.0052	-0.0343	0.031
Si	8.2428	-0.1102	6.2605	-0.0132	0.0094	0.0051
Si	-0.0657	2.6465	6.2276	0.0194	0.0107	-0.0176
Si	5.6056	2.8286	6.2418	-0.0194	-0.0105	-0.024
Si	2.7155	5.3538	5.925	0.0036	0.0191	0.0003
Si	8.2435	5.5605	6.2328	-0.0149	-0.0375	0.0145
Si	0.1679	8.2791	6.3442	-0.0363	-0.014	-0.0075
Si	5.3905	8.105	6.0531	-0.0013	-0.0037	-0.0107
Si	3.8665	1.7549	7.357	-0.0487	-0.0215	0.0218
Si	9.9698	0.8845	7.601	0.0288	-0.0202	0.0328
Si	1.5833	3.8884	7.3327	0.0311	-0.0009	0.0381
Si	6.6136	4.517	7.6368	-0.0163	0.0239	0.0176
Si	4.1619	6.5005	7.3026	0.0018	-0.0077	0.0135
Si	9.3453	7.1879	7.595	-0.0299	-0.0186	0.0101
Si	1.6186	9.9233	7.5108	0.0296	0.0476	-0.0079
Si	6.8855	9.2256	7.4263	0.0075	-0.0183	0.0348
O	10.9769	5.8798	23.3448	-0.008	-0.0236	-0.0026
O	4.5255	0.0296	23.6651	0.0234	0.0257	-0.0018
O	8.0647	8.1862	8.0188	-0.0013	0.0068	0.0209
O	2.7273	2.8297	7.8864	-0.0039	0.0119	0.023
O	7.1461	4.0517	23.8317	0.0061	-0.0105	-0.0041
O	1.675	9.2617	24.5055	-0.0125	0.0098	-0.0289
O	5.3644	5.5536	7.9121	0.0131	-0.0043	0.0222
O	0.3415	-0.0585	8.0342	-0.0241	0.0084	0.0229
O	7.0644	4.1748	9.1999	0.0156	-0.0049	0.0091
O	5.7869	9.7468	8.5588	0.0041	0.0112	-0.0022
O	9.9433	6.4833	8.9749	0.013	0.007	-0.0061
N	2.8965	9.5512	8.7479	0.0041	-0.0089	0.0349
O	4.3572	1.0042	8.7344	0.0028	-0.0035	-0.0032
O	1.0185	4.7259	8.6278	-0.0169	-0.01	-0.002
O	9.2706	1.2716	9.0399	0.0217	-0.0101	0.0015
O	3.1993	6.8618	8.5907	0.0149	0.0091	0.0157
O	7.3836	6.2089	22.2064	0.0015	-0.0003	-0.0023
O	8.8715	2.1281	23.4956	0.0019	0.0197	-0.0106
O	5.0869	5.4916	23.2821	0.0278	0.001	0.0054
O	3.3139	2.4001	23.5589	-0.0118	-0.0248	-0.0108
O	10.9086	-0.2592	23.2132	0.0231	0.0155	-0.0055
O	3.7313	7.2081	24.4771	0.0006	-0.0067	-0.0185
O	1.4358	4.0418	24.4744	-0.0171	0.0106	-0.04
O	6.7473	9.6498	24.3396	-0.0098	0.0038	-0.0254
Si	14.6198	1.0518	22.7252	0.0024	0.0004	0.0103
Si	-1.2977	2.5704	22.1256	0.0006	-0.0019	0.0039
Si	0.705	11.5212	22.0133	0.0061	0.0012	-0.0003
Si	11.5691	0.705	14.911	-0.0031	-0.0034	0.0001
Si	5.7048	-0.7012	11.8919	-0.0049	-0.0009	-0.0078
Si	11.6192	15.6917	12.5857	0.0038	0.0021	-0.0069
Si	9.3408	1.4927	10.6554	-0.0016	0.0006	0.0014
Si	5.2537	4.0085	19.9464	0.0049	0.0018	0.0009
Si	9.7764	7.9871	13.442	-0.0002	0.0013	0.0009
Si	10.3743	-3.0053	16.395	-0.0019	-0.0017	0.0056
Si	10.7872	5.2304	9.6171	0.0016	0.0005	-0.0078
Si	-0.3058	5.431	21.8068	-0.0014	0.0044	-0.0023
Si	8.4905	-1.3098	11.4364	-0.0029	-0.0046	-0.0065
Si	8.7525	4.9906	13.1437	-0.0053	-0.0008	-0.0003
Si	7.1976	3.4799	15.5248	-0.0016	-0.0014	0.0012
Si	12.2306	5.9961	15.3126	-0.0004	-0.0024	-0.0031
Si	5.6639	5.6228	17.2816	-0.0023	-0.0043	0.001
Si	4.3949	10.381	9.1831	-0.0059	-0.0044	-0.0085
Si	13.3864	1.4179	18.6499	-0.0005	-0.0025	0.0021
Si	9.6498	0.7359	19.8094	0.0009	-0.0034	-0.0002
Si	-1.1444	2.2167	16.9253	-0.0059	0.0004	0.0011
Si	12.5963	9.8353	17.1499	0.0009	-0.0017	0.0028
Si	5.1446	1.085	20	0.0013	0.0012	0.0038
Si	3.5495	7.6968	16.3738	0.0006	-0.001	0.0039
Si	12.9966	4.0826	19.9784	-0.0003	0.0015	0.0039
Si	-3.6228	9.6382	19.7148	-0.0041	-0.0047	0.0032
Si	8.3893	7.4192	21.8385	-0.0005	0.0028	0.0006
Si	2.5051	2.3568	13.3347	0.0057	0.0046	-0.0033
Si	5.6007	-1.4891	14.7762	0.0012	0.0011	-0.0045
Si	2.6836	8.0419	9.5802	-0.0062	0.0188	-0.0213
Si	-3.589	-2.6803	16.9628	-0.0005	0.0017	0.0004
Si	0.7764	11.5365	11.9639	0.0056	0.0011	-0.0051
Si	6.4746	4.9522	22.6418	0.0044	0.001	-0.0055
Si	1.5445	-7.1852	17.1572	0.0023	0.0053	-0.0013
Si	11.0989	8.7502	10.9137	0.0029	-0.0037	-0.0107
Si	5.3648	1.3661	14.0209	0.0002	0.0009	-0.0024
Si	8.1427	4.0142	10.4029	0.0036	0.0041	-0.0052
O	8.1331	2.5178	11.036	0.0006	0.0131	-0.0105
O	5.6011	-1.7431	13.1562	0.0013	0.0265	0.0049
O	9.8078	1.5225	18.3978	-0.0058	0.003	-0.0085
O	3.6577	-6.6842	20.3132	0.0017	-0.0068	-0.0155
O	-1.3995	8.8995	10.3999	0.0158	0.0163	0.0428
O	0.0736	0.1662	20.5568	-0.0166	0.0146	0.0253
O	1.0604	7.9198	9.8386	0.0128	0.0148	0.019
O	15.0075	2.3469	13.7774	-0.0058	-0.0193	-0.0051
O	17.8855	-1.2665	10.9861	0.006	-0.002	0.0167
O	12.4972	0.1087	18.243	0.004	-0.0035	-0.0232
O	10.9162	6.3861	16.2278	0.0133	0.0202	-0.0138
O	10.2863	-2.4035	14.8799	-0.0042	-0.0191	0.0033
O	7.8648	4.3926	14.3516	0.0041	-0.0068	0.0025
O	13.2217	12.1135	12.2206	-0.0256	0.0112	0.0226
O	6.763	6.7495	16.9238	-0.0158	0.0088	0.004
O	11.088	11.1322	13.4341	0.0264	0.0133	-0.0005
O	12.9177	4.6222	15.8561	-0.0171	0.0202	0.0148
O	19.6625	-0.5432	19.4905	-0.0137	0.0081	0.0086
O	0.2808	13.0877	22.2722	-0.0323	-0.0204	-0.0099
O	5.8954	0.7861	12.5773	-0.0192	-0.0111	0.0247
O	5.6603	2.5147	19.3764	-0.008	0.0062	0.0025
O	-1.9859	1.7711	20.8767	0.033	-0.0013	0.0055
O	5.0784	0.0578	14.9875	0.0126	-0.0085	-0.0246
O	7.9586	5.0291	11.6858	0.027	-0.02	0.0095
O	12.4963	2.0342	14.6359	-0.0004	-0.0247	-0.0248
O	6.1389	4.1286	21.2982	-0.0126	0.0127	-0.0008
O	1.7314	4.6862	18.4932	0.0036	-0.0392	0.001
O	0.8761	10.2068	11.0457	-0.0181	0	0.0151
O	3.8595	0.7184	19.0632	0.0083	0.0133	0.0185
O	11.326	8.8414	17.3454	0.0168	0.0002	-0.0264
O	11.4738	5.4381	11.0993	-0.0145	-0.033	0.0082
O	10.8788	12.7216	11.1697	0.0139	-0.0226	0.0047
O	3.0069	-2.0304	17.3503	-0.0174	-0.001	-0.0215
O	6.0454	4.3429	16.3204	0.018	-0.0036	0.0018
O	-2.2587	8.1716	23.2717	-0.0222	-0.0066	-0.0048
O	0.984	16.8154	13.7272	0.0002	-0.0192	0.0059
O	10.1469	4.1172	12.975	-0.0132	0.035	-0.008
O	5.7066	5.1094	18.8305	-0.0114	-0.0135	-0.0083
O	9.5785	4.1714	21.8467	0.0235	-0.0069	0.0057
O	4.2046	6.3691	17.0834	0.0046	0.0107	-0.0127
O	3.473	7.8933	11.0066	0.0071	-0.1918	0.0508
O	4.4944	-0.5913	10.8148	0.0113	0.0017	-0.0053
O	7.6198	8.4529	20.8155	0.0049	-0.0014	0.0007
O	1.8379	2.4163	19.8459	0.0231	0.0171	-0.0279
O	8.9381	-2.9174	17.1097	-0.0017	0.0053	-0.0193
O	-1.1573	6.7345	21.2206	-0.0184	-0.01	0.0216
O	-2.3516	-1.9809	12.9092	0.0241	-0.0075	-0.0198
O	8.9751	0.2147	11.569	-0.0107	-0.0199	-0.0129
O	-0.6755	12.0471	15.8082	0.0213	0.014	0.0048
O	4.5989	8.3394	15.3506	-0.0029	0.0002	0.0162
O	8.3456	2.8771	16.5401	0.0062	0.0002	-0.0126
O	2.3143	-3.7027	15.4405	-0.0013	-0.0091	0.026
O	-4.7522	10.7706	20.1065	-0.0008	0.0007	-0.01
O	9.6432	4.081	9.7498	-0.0045	0.0294	0.0158
O	13.4476	2.4261	17.3431	-0.021	0.0124	0.0249
O	2.3179	0.3675	22.1208	-0.0098	0.0221	0.0128
O	11.0174	8.0407	12.3758	-0.027	0.0179	0.0005
O	6.4966	2.2325	14.7714	-0.0067	0.005	0.0004
O	-1.8229	6.5114	13.5681	0.0102	-0.0022	-0.0123
O	-0.0328	3.3987	16.9866	0.0121	-0.0146	-0.0045
O	11.9883	4.9073	20.9994	-0.0127	-0.0083	0.0048
O	4.6557	1.454	21.5038	-0.0124	-0.014	-0.0123
O	6.9905	-1.7898	15.6217	-0.002	-0.0112	0.0237
O	12.4953	-0.4195	15.6596	-0.0212	0.0123	0.0141
O	6.7964	-1.9412	18.3092	0.0232	-0.0018	-0.0025
O	12.9053	3.7456	12.6523	-0.0108	-0.0147	0.007
H	3.7063	6.9837	11.2592	-0.017	0.1802	-0.058

Results
free energy: -135584.005 eV
free energy less fixed offsets of H -17.10, N -388.26, O -569.03, Si -635.61 eV per atom: 1.155 eV

The program warned: the cutoff lies below the one the program advises for these potential files; the exchange-correlation potential is rough where the density is thin.
